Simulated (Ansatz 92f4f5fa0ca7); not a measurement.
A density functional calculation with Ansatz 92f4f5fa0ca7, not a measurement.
Periodic cell of 211 atoms, Si125O78As8, from a study of silicon, its oxide and their interface. The atomic structure is a simulated model.
Doubt: the cutoff is low for norm-conserving oxygen, so forces and energies are approximate.

Settings: functional HSE06; potential files SPMS norm-conserving; basis plane waves; wave-function cutoff 800 eV; density cutoff ratio 4; exchange-correlation grid ratio 1; k mesh 1 x 1 x 1, Gamma-centred; occupations fixed; spin none; net charge 0.

Cell vectors (angstrom)
a	10.938	0	0
b	0	10.938	0
c	0	0	31.5387

Atoms: element, x, y, z (angstrom)
Si	0.5349	10.5121	24.2639
Si	6.1389	10.5188	23.9633
As	2.3299	3.1638	23.9595
As	7.8054	3.2369	23.948
As	0.465	5.0113	23.9314
As	5.8989	5.0329	23.95
Si	2.3318	8.7239	24.0758
Si	7.7141	8.6115	24.1274
Si	1.4257	1.4224	25.4685
Si	6.8951	1.416	25.3442
Si	4.1178	4.093	25.3948
Si	9.6002	4.1248	25.3953
Si	1.4203	6.8246	25.3238
Si	6.8187	6.7977	25.4098
Si	4.1883	9.6458	25.2654
Si	9.5907	9.5258	25.363
Si	2.8243	0.0218	26.7506
Si	8.2512	0.0165	26.737
Si	-0.034	2.7133	26.771
Si	5.4505	2.6823	26.7377
Si	2.7803	5.5014	26.7395
Si	8.2447	5.5007	26.7593
Si	-0.0029	8.139	26.7364
Si	5.4271	8.1951	26.7301
Si	4.1018	1.3673	28.1205
Si	9.5708	1.3673	28.1205
Si	1.3673	4.1018	28.1205
Si	6.8362	4.1018	28.1205
Si	4.1018	6.8362	28.1205
Si	9.5708	6.8362	28.1205
Si	1.3673	9.5708	28.1205
Si	6.8362	9.5708	28.1205
Si	0	0	29.4877
Si	5.469	0	29.4877
Si	2.7345	2.7345	29.4877
Si	8.2035	2.7345	29.4877
Si	0	5.469	29.4877
Si	5.469	5.469	29.4877
Si	2.7345	8.2035	29.4877
Si	8.2035	8.2035	29.4877
Si	1.3673	1.3673	30.855
Si	6.8362	1.3673	30.855
Si	4.1018	4.1018	30.855
Si	9.5708	4.1018	30.855
Si	1.3673	6.8362	30.855
Si	6.8362	6.8362	30.855
Si	4.1018	9.5708	30.855
Si	9.5708	9.5708	30.855
Si	2.7345	0	0.6835
Si	8.2035	0	0.6835
Si	0	2.7345	0.6835
Si	5.469	2.7345	0.6835
Si	2.7345	5.469	0.6835
Si	8.2035	5.469	0.6835
Si	0	8.2035	0.6835
Si	5.469	8.2035	0.6835
Si	4.1018	1.3673	2.0507
Si	9.5708	1.3673	2.0507
Si	1.3673	4.1018	2.0507
Si	6.8362	4.1018	2.0507
Si	4.1018	6.8362	2.0507
Si	9.5708	6.8362	2.0507
Si	1.3673	9.5708	2.0507
Si	6.8362	9.5708	2.0507
Si	0	0	3.418
Si	5.469	0	3.418
Si	2.7345	2.7345	3.418
Si	8.2035	2.7345	3.418
Si	0	5.469	3.418
Si	5.469	5.469	3.418
Si	2.7345	8.2035	3.418
Si	8.2035	8.2035	3.418
Si	1.3796	1.396	4.7407
Si	6.857	1.4207	4.8025
Si	4.0496	4.0916	4.792
Si	9.5087	4.0704	4.7674
Si	1.3849	6.8805	4.8291
Si	6.8505	6.8899	4.8111
Si	4.0941	9.4927	4.7869
Si	9.5232	9.5405	4.8114
Si	2.6684	-0.0491	6.0459
Si	8.2022	0.0164	6.1862
Si	-0.0345	2.6893	6.0944
Si	5.4268	2.7722	6.1684
Si	2.7335	5.457	6.2115
Si	8.1482	5.4546	6.153
Si	-0.0496	8.2117	6.2274
Si	5.4921	8.2014	6.2671
Si	4.4438	0.8874	7.3077
As	10.0115	0.9397	7.5929
Si	0.808	4.5183	7.3819
As	6.3865	4.5253	7.6199
As	4.5341	6.3784	7.6508
Si	9.9828	6.2946	7.4631
As	0.9316	10.0241	7.5908
Si	6.3208	10.1828	7.5192
O	9.5036	6.456	9.0517
O	0.9621	3.8613	8.9022
O	3.6355	1.1509	8.7345
O	6.7249	10.1755	9.1475
O	11.0369	0.2163	22.8136
O	2.9126	8.4096	22.536
O	6.1108	10.907	22.3016
O	7.889	8.061	22.5665
Si	3.9802	10.5702	19.0473
Si	8.3208	7.7631	21.046
Si	6.5794	4.8098	17.9372
Si	3.9489	9.3097	14.5743
Si	10.9296	9.2155	19.9562
Si	3.5774	1.4872	10.3088
Si	2.6995	1.3548	16.9331
Si	9.2581	5.5686	19.443
Si	4.931	7.7916	12.0597
Si	8.997	6.992	10.4969
Si	7.7259	1.4302	15.5823
Si	7.1351	0.5273	21.1306
Si	2.5659	7.4178	16.4153
Si	10.2363	0.6831	21.5072
Si	10.6185	7.7252	17.4459
Si	3.9272	6.4434	18.8833
Si	2.4708	6.2786	11.9952
Si	5.8675	2.5806	11.9273
Si	0.1855	8.2419	12.4937
Si	6.9604	5.3215	12.1658
Si	1.466	3.812	10.434
Si	6.7386	9.7389	16.1116
Si	2.9817	4.9739	14.5871
Si	8.9057	8.2342	14.8449
Si	-0.084	4.0875	14.9906
Si	2.1211	10.8163	12.5033
Si	5.5173	2.428	19.5707
Si	7.9461	5.3809	15.0109
Si	6.6492	9.2153	19.007
Si	10.9775	2.9778	19.8695
Si	4.871	2.4782	14.9247
Si	2.9403	3.5811	19.2187
Si	2.8035	8.4783	20.9159
Si	10.6694	2.0857	16.9617
Si	6.9865	9.4716	10.5938
Si	0.0403	2.0989	12.6058
Si	8.2464	0.832	12.4645
O	8.8515	6.235	20.878
O	4.8268	0.997	19.2414
O	9.8749	6.6345	18.3834
O	6.0655	6.659	12.19
O	0.3259	3.1657	11.4067
O	5.2028	9.7232	15.5467
O	7.1156	8.875	17.4652
O	10.4215	2.2705	21.2162
O	6.0726	3.2633	18.2568
O	5.057	9.3914	18.7663
O	8.0436	0.8816	14.0827
O	7.0814	0.3168	16.5705
O	2.9361	2.7124	17.8275
O	3.5626	7.2856	11.3034
O	0.085	3.6125	16.5347
O	2.7989	2.8946	10.5653
O	8.637	0.4756	21.7573
O	1.3592	1.2316	13.0143
O	7.9146	4.9293	18.832
O	1.3189	7.1035	12.8271
O	10.4765	2.9082	13.9285
O	9.1852	1.7881	16.2831
O	6.4382	2.4847	15.4788
O	4.5377	8.1682	13.5893
O	7.2911	4.7142	13.6672
O	3.7521	7.2621	20.3103
O	1.2182	8.3051	20.5362
O	2.9717	10.9211	17.8073
O	5.0447	2.222	13.3114
O	4.2763	3.3306	20.1487
O	7.7698	9.3886	14.8995
O	7.4123	2.0918	11.8961
O	10.541	2.0644	18.5802
O	10.0263	8.4499	13.6873
O	1.0139	7.1027	16.7605
O	1.78	5.3529	10.8609
O	9.6634	8.2079	16.2572
O	10.2917	7.7029	11.2033
O	5.11	1.7226	10.7827
O	1.0927	1.238	16.4942
O	2.7353	8.7711	15.5282
O	3.8257	1.4412	15.7097
O	5.4241	5.8837	18.4438
O	10.9519	10.8083	20.2758
O	7.7596	10.41	11.6978
O	8.3467	5.7357	11.3617
O	10.3788	4.4619	19.7376
O	6.6901	2.054	20.6579
O	3.2262	6.2018	15.5925
O	7.2098	10.5557	19.7616
O	2.8978	5.1704	18.8742
O	6.0051	4.1594	11.514
O	3.193	9.9895	20.3612
O	1.0168	9.6293	12.2505
O	2.8579	0.2427	11.0897
O	3.2555	10.4463	13.6238
O	7.0788	7.9801	19.986
O	10.9374	9.0499	18.3376
O	4.0854	3.8968	15.0906
O	7.9305	6.9559	14.6638
O	3.4054	7.5319	17.7919
O	7.0699	5.0579	16.3718
O	7.8625	8.1362	10.2963
O	1.645	3.1201	20.0658
O	9.5541	8.7319	20.6546
O	9.821	1.0571	12.1308
O	1.3823	4.6331	14.5678
O	3.3128	5.3436	13.0384
O	5.5371	9.0538	11.2311
O	9.5543	5.0639	15.0656

Results
free energy: -70363.187 eV
free energy less fixed offsets of As -2657.37, O -447.96, Si -113.29 eV per atom: -2.097 eV
gap between the highest filled and lowest empty level on this k mesh: 1.569 eV

The program warned: the cutoff lies below the one the program advises for these potential files; the forces do not sum to zero within the program's tolerance; the exchange-correlation potential is rough where the density is thin.
